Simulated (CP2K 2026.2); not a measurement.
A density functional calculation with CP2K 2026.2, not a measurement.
Periodic cell of 504 atoms, Si360O144, from a study of silicon, its oxide and their interface. The atomic structure is a simulated model.
Doubt: the forces sum to 2.19 eV/angstrom along one axis rather than to zero, so they err by at least 0.0043 eV/angstrom per atom on average; the grid cutoff is modest.

Settings: functional PBE; method Gaussian and plane waves; basis set DZVP-MOLOPT-SR-GTH; pseudopotentials GTH-PBE; grid cutoff 350 Ry, relative cutoff 50 Ry; k points Gamma only; occupations fixed; spin none; net charge 0.

Cell vectors (angstrom)
a 16.32 0 0
b 0 16.32 0
c -5.8545 -7.2846 33.6772

Atoms and the computed forces on them: element, x, y, z (angstrom), force x, y, z (eV/angstrom)
Si 1.08 15.072 0.152 0.288 -0.062 0.708
Si 3.937 1.602 0.09 0.098 -0.282 0.72
Si 1.663 3.767 0.017 -0.178 0.169 0.761
Si 4.438 6.422 0.175 -0.124 0.164 0.741
Si -4.682 2.546 33.588 0.12 -0.136 0.671
Si 4.365 11.947 0.137 -0.047 0.152 0.726
Si 6.95 14.895 0.038 -0.254 0.189 0.678
Si 9.848 1.202 0.115 -0.237 0.05 0.751
Si 6.659 4.189 0.131 0.205 -0.179 0.731
Si 9.634 6.495 0.039 -0.048 0.194 0.675
Si 6.655 9.828 0.079 0.015 -0.224 0.667
Si 9.062 12.559 0.109 0.303 -0.065 0.762
Si 11.97 15.218 0.104 0.103 -0.14 0.738
Si 15.265 1.043 0.109 -0.154 0.146 0.755
Si 11.87 4.284 0.049 0.209 0.028 0.672
Si 8.829 -0.092 33.597 0.065 -0.216 0.727
Si 12.394 9.354 0.007 -0.076 0.111 0.666
Si 9.386 4.767 33.677 -0.192 0.051 0.718
Si 2.731 -0.023 1.315 0.013 -0.016 -0.046
Si 5.449 2.709 1.466 -0.014 0.013 -0.054
Si 2.727 5.385 1.367 -0.001 -0.012 -0.087
Si 5.529 8.142 1.344 -0.017 0.017 -0.042
Si 2.742 10.824 1.38 -0.008 0.011 -0.04
Si 5.446 13.635 1.365 0.002 0.007 -0.048
Si 8.169 0.081 1.349 0.024 -0.007 -0.055
Si 10.904 2.738 1.509 0.013 -0.013 -0.063
Si 8.187 5.363 1.465 -0.004 -0.01 -0.048
Si 10.823 8.144 1.268 -0.001 0.004 -0.037
Si 8.088 10.967 1.505 -0.003 0.007 -0.066
Si 10.802 13.607 1.328 -0.019 0.012 -0.066
Si 13.6 -0.007 1.394 0 -0.01 -0.048
Si 0.049 2.689 1.356 0.013 0.002 -0.076
Si 13.576 5.485 1.18 -0.008 0.019 -0.063
Si -0.002 8.246 1.243 0.008 -0.004 -0.067
Si 13.619 10.896 1.291 0.008 -0.01 -0.048
Si -0.028 13.541 1.479 -0.003 -0.018 -0.03
Si 1.392 1.332 2.738 -0.002 0.005 0.03
Si 4.074 4.075 2.795 0.004 0.006 0.044
Si 1.336 6.824 2.614 0.002 0.013 -0.005
Si 4.083 9.437 2.716 0.021 -0.002 0.012
Si 1.417 12.218 2.76 0.014 0.004 0.024
Si 4.064 14.96 2.71 -0.005 -0.006 0.016
Si 6.814 1.354 2.772 0.011 -0.01 0.008
Si 9.5 4.027 2.846 0.006 0.007 0.022
Si 6.86 6.816 2.756 0.008 -0.006 0.031
Si 9.521 9.525 2.684 -0.005 -0.021 0.002
Si 6.744 12.312 2.834 -0.008 0.013 0.03
Si 9.486 14.984 2.73 -0.01 -0.003 0.048
Si 12.316 1.388 2.786 -0.009 -0.017 0.027
Si 14.946 4.118 2.592 -0.025 -0.016 -0.012
Si 12.223 6.796 2.65 0.005 0.012 0.004
Si 14.975 9.552 2.691 -0.01 -0.018 0.027
Si 12.225 12.247 2.641 -0.002 0.018 0.005
Si 14.907 14.918 2.775 0.002 0.018 0.021
Si -0.003 -0.017 4.08 0.006 0 -0.02
Si 2.718 2.699 4.122 0.011 -0.018 -0.007
Si -0.017 5.457 3.989 0.006 -0.01 0.005
Si 2.698 8.117 4.059 0.008 -0.008 0.003
Si 0.012 10.875 4.085 -0.012 -0.001 -0.011
Si 2.736 13.607 4.105 -0.01 -0.006 0.007
Si 5.435 -0.019 4.088 0.001 -0.01 -0.013
Si 8.135 2.692 4.172 -0.002 0.015 0.016
Si 5.454 5.462 4.099 -0.012 0.011 -0.009
Si 8.197 8.181 4.1 -0.004 -0.005 0.004
Si 5.392 10.864 4.095 -0.004 0.014 -0.015
Si 8.157 13.641 4.14 0.01 0.006 -0.006
Si 10.887 0.01 4.082 -0.005 -0.005 -0.026
Si 13.66 2.778 4.078 0.015 0.002 0.009
Si 10.899 5.45 4.085 0.017 0.007 -0.019
Si 13.596 8.161 4.022 0.002 -0.001 -0.024
Si 10.895 10.879 4.032 -0.006 0.011 0.002
Si 13.544 13.569 4.093 -0.003 0.001 0.013
Si 1.348 -1.378 16.273 -0.006 -0.004 -0.011
Si 4.079 1.347 16.281 -0.015 -0.013 -0.012
Si 1.347 4.09 16.307 0.002 -0.013 -0.009
Si 4.092 6.817 16.325 0.006 0.011 -0.008
Si 1.374 9.517 16.346 0.013 0.01 -0.009
Si 4.088 12.207 16.32 -0.004 0.005 -0.006
Si 6.781 -1.386 16.324 -0.002 -0.006 -0.009
Si 9.521 1.355 16.291 -0.01 0.002 -0.009
Si 6.819 4.126 16.315 0.014 0.003 -0.007
Si 9.548 6.827 16.336 0.001 -0.004 -0.005
Si 6.814 9.542 16.33 0.006 0.001 -0.003
Si 9.512 12.22 16.349 -0.004 -0.003 -0.015
Si 12.229 -1.347 16.332 0.01 0.005 -0.002
Si -1.393 1.347 16.288 -0.002 0.007 -0.015
Si 12.247 4.099 16.303 0.011 -0.012 -0.011
Si -1.348 6.795 16.322 -0.003 0.003 -0.011
Si 12.228 9.544 16.35 -0.001 -0.001 -0.01
Si -1.355 12.22 16.319 -0.006 -0.003 -0.014
Si 2.74 -0.06 17.612 0.016 0.015 0.006
Si 5.411 2.762 17.604 0.006 -0.003 -0.019
Si 2.715 5.454 17.663 -0.007 -0.007 -0.005
Si 5.466 8.181 17.677 -0.006 -0.014 0.006
Si 2.729 10.884 17.716 0 -0.008 0.014
Si 5.454 -2.789 17.699 0.004 0.002 -0.006
Si 8.144 0.003 17.637 0.014 0.007 0.008
Si 10.889 2.72 17.63 -0.009 0.013 -0.002
Si 8.205 5.468 17.696 -0.014 -0.003 0.01
Si 10.867 8.206 17.733 0.002 0.002 -0.004
Si 8.15 10.882 17.748 -0.014 -0.009 -0.005
Si 10.88 -2.731 17.677 -0.016 -0.012 0.019
Si -2.73 0.011 17.701 -0.001 0.01 0.002
Si -0.053 2.725 17.619 -0.006 0.004 0.01
Si -2.726 5.458 17.68 -0.001 -0.011 0.017
Si 0.032 8.124 17.689 0.002 -0.004 -0.009
Si -2.709 10.882 17.706 -0.001 0.012 0.01
Si 0 -2.725 17.651 0.025 0.001 0
Si 1.351 1.334 18.866 -0.011 -0.003 -0.048
Si 4.084 4.111 19.002 0.019 -0.014 -0.012
Si 1.383 6.768 19.084 -0.023 0.01 -0.009
Si 4.102 9.506 19.062 0.006 -0.003 -0.033
Si 1.359 -4.035 19.048 0.011 0.009 -0.02
Si 4.05 -1.462 19.009 -0.027 -0.006 -0.026
Si 6.759 1.407 18.924 -0.005 -0.001 -0.023
Si 9.57 4.06 19.02 0.004 0.008 -0.015
Si 6.871 6.875 19.041 0.005 0.022 -0.031
Si 9.499 9.548 19.142 0.017 -0.012 0.002
Si 6.793 -4.109 19.154 -0.005 0.019 -0.003
Si 9.464 -1.393 18.998 -0.017 -0.014 -0.044
Si 12.22 1.404 19.037 0.008 0.001 -0.01
Si -1.397 4.068 19.036 0.007 -0.03 -0.038
Si 12.259 6.848 19.05 0.008 -0.001 -0.016
Si -1.342 9.469 19.021 -0.003 0.002 -0.023
Si 12.287 -4.026 19.068 0.001 0.018 -0.049
Si -1.358 -1.387 19.017 -0.018 -0.002 -0.014
Si 0.048 -0.023 20.26 0.007 0.017 0.053
Si 2.658 2.709 20.221 -0.023 0.011 0.074
Si 0.005 5.389 20.412 -0.011 -0.004 0.064
Si 2.769 8.115 20.43 0.01 0.017 0.056
Si -0.002 10.871 20.324 0.018 0.005 0.042
Si 2.707 -2.742 20.509 0.009 -0.021 0.067
Si 5.409 -0.004 20.21 0 -0.001 0.027
Si 8.123 2.721 20.311 -0.003 0.015 0.04
Si 5.49 5.478 20.312 -0.009 0.002 0.059
Si 8.156 8.212 20.567 -0.022 -0.018 0.063
Si 5.427 10.834 20.516 -0.001 -0.012 0.067
Si 8.133 -2.695 20.492 0.021 0.014 0.077
Si 10.841 -0.009 20.29 0.017 -0.001 0.048
Si -2.794 2.762 20.455 0.006 0.023 0.064
Si 10.912 5.465 20.377 -0.001 -0.02 0.05
Si -2.656 8.135 20.456 0 -0.033 0.027
Si 10.902 10.944 20.416 -0.004 0.012 0.061
Si -2.675 -2.655 20.491 -0.026 -0.002 0.052
Si 1.547 -1.08 21.732 -0.101 -0.255 -0.656
Si 3.787 1.11 21.435 0.081 0.04 -0.722
Si 1.08 3.694 21.634 0.156 0.23 -0.761
Si 4.4 6.978 21.718 -0.178 -0.005 -0.696
Si 1.541 9.706 21.628 -0.084 -0.202 -0.752
Si 3.787 -4.418 21.813 0.159 0.301 -0.745
Si 6.886 -1.05 21.668 -0.074 -0.228 -0.645
Si 9.203 1.068 21.537 0.091 0.119 -0.711
Si 7.042 4.339 21.617 -0.093 -0.185 -0.732
Si 9.327 6.526 21.725 0.103 0.273 -0.704
Si 6.529 9.305 21.949 0.245 0.141 -0.68
Si 9.882 -3.704 21.728 -0.22 -0.133 -0.796
Si 12.044 -1.404 21.728 0.259 0.128 -0.769
Si -1.146 1.496 21.524 -0.246 -0.032 -0.777
Si 12.463 4.437 21.802 -0.061 -0.274 -0.717
Si -1.493 6.539 21.797 0.147 0.207 -0.737
Si 12.491 9.761 21.665 -0.174 -0.19 -0.725
Si -1.56 -4.362 21.691 0.161 0.29 -0.733
Si 4.235 -4.741 27.483 0 0.094 0.004
Si 6.25 9.452 27.417 0.097 0.06 -0.044
Si 3.145 4.646 30.769 -0.1 0.09 0.005
Si -2.893 0.475 23.818 -0.097 -0.014 -0.139
Si 6.797 4.814 27.033 0.029 -0.022 0.029
Si 4.248 1.644 24.287 0.043 0.036 -0.075
Si -4.87 1.651 28.211 0.136 -0.039 0.143
Si 5.862 3.551 30.991 -0.041 0.021 0.134
Si -2.525 4.842 29.599 0.076 0.006 -0.11
Si 3.881 -3.539 24.752 -0.008 0.008 -0.109
Si -2.938 6.556 31.824 -0.009 -0.046 0.073
Si -4.01 9.088 24.667 0.06 0.052 -0.088
Si -2.777 -3.902 28.6 -0.05 0 -0.024
Si 11.838 3.171 24.543 -0.022 0.039 -0.077
Si -1.045 -1.384 28.493 0.063 -0.057 -0.042
Si 8.382 -0.957 25.621 0.036 -0.049 -0.017
Si 4.386 -2.674 29.629 -0.105 -0.056 0.035
Si 2.537 -4.439 31.517 0.027 0.007 0.058
Si -1.264 -3.985 24.732 -0.034 -0.09 -0.076
Si 7.047 -3.561 30.974 -0.068 -0.029 0.065
Si 4.555 7.021 26.92 0.029 -0.077 -0.003
Si 6.264 2.109 28.544 0.054 -0.045 0.07
Si -1.129 0.053 31.096 -0.009 0.122 0.026
Si 9.149 -5.542 30.783 -0.009 0.003 0.093
Si 9.88 7.601 24.614 -0.055 -0.04 -0.043
Si 1.966 3.554 24.605 -0.024 -0.017 -0.086
Si 0.533 4.628 29.233 0.131 -0.008 0.046
Si 9.19 -1.289 30.842 0.049 0.013 -0.008
Si 9.359 1.684 24.424 -0.019 0.019 -0.081
Si 0.061 2.605 26.783 -0.045 -0.014 -0.051
Si 8.488 8.202 29.27 -0.075 0.002 0.065
Si 6.654 3.312 24.499 0.064 0.026 -0.064
Si -1.233 9.332 25.799 -0.074 0.13 0.025
Si 9.445 6.222 27.193 -0.089 -0.11 0.03
Si -2.368 0.805 26.654 0.08 0.047 -0.045
Si 1.952 -6.257 29.084 0.059 0.013 0.018
Si 9.351 -3.792 24.723 0.081 -0.094 -0.085
Si 1.961 0.734 31.585 0.056 0.009 0.079
Si 3.698 0.295 29.058 -0.068 0.027 0.111
Si 3.152 6.201 24.419 -0.013 0.012 0.008
Si 7.839 9.953 24.768 -0.112 0.018 -0.107
Si 1.395 -0.263 27.143 -0.1 -0.063 0.036
Si 0.46 7.847 23.899 -0.016 -0.04 -0.152
Si 8.648 0.196 28.249 -0.042 -0.08 0.087
Si -0.803 8.814 31.649 0.084 0.05 -0.02
Si -3.336 2.063 30.744 0.011 -0.075 0.126
Si 5.565 -1.065 24.531 0.072 0.023 -0.161
Si -4.098 -4.301 25.798 0.115 0.006 -0.079
Si 1.079 -2.076 24.666 -0.007 -0.046 -0.095
Si 2.385 6.909 29.056 0.033 0.055 0.075
Si 7.555 6.193 31.549 0.046 -0.041 0.126
Si -5.006 -3.294 30.692 0.009 -0.067 0.099
Si -4.286 4.456 27.248 0.005 -0.038 -0.049
Si -0.951 9.888 28.709 0.005 -0.02 0.087
Si 1.355 14.955 5.45 0.006 0.006 0.008
Si 4.088 1.348 5.462 0 -0.007 0.008
Si 1.333 4.097 5.404 -0.006 0.01 0.007
Si 4.067 6.794 5.444 0.005 -0.004 0.018
Si 1.358 9.499 5.429 0.011 0.012 0.009
Si 4.066 12.23 5.468 0.002 0.003 0.013
Si 6.787 14.975 5.485 -0.002 -0.002 0.014
Si 9.532 1.343 5.477 -0.007 -0.018 0.011
Si 6.786 4.091 5.477 -0.005 0 0.013
Si 9.546 6.811 5.45 0 -0.002 0.006
Si 6.8 9.529 5.436 -0.007 -0.006 0.006
Si 9.535 12.235 5.425 0.01 0.004 0.001
Si 12.219 14.954 5.449 -0.002 0.009 0.013
Si 14.985 1.378 5.432 -0.005 -0.002 0.008
Si 12.263 4.097 5.441 -0.005 -0.003 0.01
Si 14.955 6.801 5.39 -0.003 -0.005 0.003
Si 12.25 9.521 5.404 -0.003 -0.006 0.003
Si 14.95 12.229 5.431 0.011 0.007 0.005
Si 2.719 -0.008 6.812 0.002 -0.006 -0.002
Si 5.432 2.719 6.824 0.001 0.004 0.004
Si 2.703 5.432 6.79 0.008 -0.004 0.004
Si 5.435 8.164 6.792 -0.013 0.003 0.002
Si 2.7 10.867 6.806 -0.007 0.003 0.007
Si 5.436 13.59 6.822 0.001 -0.001 0.001
Si 8.159 0.003 6.837 0.003 -0.001 0.004
Si 10.896 2.729 6.801 0.007 0.004 -0.001
Si 8.172 5.451 6.807 -0.003 0.003 -0.002
Si 10.899 8.176 6.796 0.004 -0.004 0.006
Si 8.166 10.885 6.793 0.006 0.001 0
Si 10.875 13.591 6.81 -0.004 0.002 0.003
Si 13.602 0.011 6.779 -0.001 0.005 0.004
Si 0.007 2.735 6.801 0.004 -0.01 0
Si 13.616 5.456 6.794 -0.001 -0.003 0.004
Si -0.008 8.144 6.779 0.004 -0.002 0.002
Si 13.6 10.867 6.79 0.001 0 0.001
Si -0.013 13.594 6.795 -0.005 0.005 0.008
Si 1.363 1.367 8.161 0.013 0.009 0.001
Si 4.063 4.08 8.165 -0.006 -0.015 -0.001
Si 1.353 6.797 8.151 -0.002 -0.01 -0.007
Si 4.077 9.518 8.159 0.008 0.011 0
Si 1.344 12.233 8.16 -0.006 -0.01 0.003
Si 4.074 -1.367 8.175 -0.004 0.001 -0.004
Si 6.799 1.37 8.183 0.005 0.006 -0.003
Si 9.528 4.085 8.162 0.002 0.001 -0.003
Si 6.799 6.807 8.157 0.004 -0.005 -0.003
Si 9.526 9.525 8.154 0.005 -0.001 -0.006
Si 6.809 12.237 8.166 -0.006 0.008 0.005
Si 9.517 -1.372 8.175 -0.015 -0.005 0.005
Si 12.247 1.361 8.157 -0.005 -0.002 -0.004
Si -1.358 4.087 8.16 0 0.003 -0.002
Si 12.252 6.812 8.157 0.008 0.006 0
Si -1.36 9.508 8.148 -0.003 0.002 0.001
Si 12.245 12.232 8.156 0.001 0.003 -0.004
Si -1.367 -1.355 8.149 0.01 0.001 -0.004
Si -0.003 0 9.512 -0.005 0.006 -0.008
Si 2.717 2.719 9.531 0.005 0.001 0.002
Si 0.001 5.443 9.522 0.006 -0.003 -0.003
Si 2.715 8.155 9.514 -0.005 -0.005 -0.003
Si -0.01 10.871 9.518 0.001 0.003 -0.002
Si 2.71 13.591 9.522 0 0.001 -0.002
Si 5.437 -0.001 9.53 0.005 0.001 -0.007
Si 8.165 2.73 9.529 -0.007 -0.005 -0.001
Si 5.438 5.442 9.514 -0.013 -0.006 -0.006
Si 8.164 8.165 9.514 -0.004 0.006 -0.002
Si 5.441 10.877 9.516 0.008 0.001 -0.001
Si 8.16 13.595 9.535 0.006 0.001 0.005
Si 10.883 0 9.517 0.001 0.002 -0.008
Si 13.6 2.725 9.517 0.002 0.002 -0.002
Si 10.887 5.45 9.514 0.002 -0.003 -0.005
Si 13.605 8.164 9.525 0.007 -0.004 0.001
Si 10.884 10.88 9.52 -0.003 0.005 -0.003
Si 13.6 13.599 9.514 -0.001 0.002 0.001
Si 1.351 -1.365 10.878 0.003 0.007 -0.003
Si 4.078 1.358 10.889 -0.002 0.002 -0.004
Si 1.36 4.085 10.884 -0.006 -0.006 0.004
Si 4.08 6.8 10.876 0.009 -0.005 0.002
Si 1.356 9.515 10.876 -0.001 0.004 -0.002
Si 4.08 12.235 10.876 0.001 0 -0.002
Si 6.8 -1.36 10.887 -0.005 0.002 -0.001
Si 9.523 1.361 10.878 -0.001 -0.002 0.002
Si 6.798 4.088 10.884 0.002 0.004 0.001
Si 9.523 6.806 10.876 0.009 -0.004 -0.003
Si 6.804 9.522 10.875 -0.005 0.007 0.001
Si 9.525 12.235 10.885 -0.005 0.002 0.004
Si 12.237 -1.365 10.876 -0.004 0.005 -0.001
Si -1.362 1.359 10.872 0.008 0.004 0
Si 12.241 4.089 10.877 -0.001 -0.002 0
Si -1.357 6.803 10.882 0.006 -0.004 0
Si 12.244 9.525 10.884 -0.003 -0.002 -0.003
Si -1.366 12.235 10.879 0.002 -0.003 0
Si 2.713 -0.007 12.239 0.002 0.001 0
Si 5.44 2.721 12.245 -0.004 -0.009 0
Si 2.723 5.444 12.244 -0.001 -0.005 0.003
Si 5.444 8.161 12.231 0.001 0.002 0.001
Si 2.722 10.871 12.233 0.004 -0.006 0
Si 5.44 13.594 12.237 0.004 0.011 0.003
Si 8.166 0 12.243 0.003 0.004 0
Si 10.876 2.73 12.233 0 -0.003 -0.003
Si 8.16 5.453 12.24 -0.004 0 0.002
Si 10.884 8.164 12.239 -0.002 0.004 0.005
Si 8.163 10.877 12.241 0.002 -0.002 0.004
Si 10.881 13.597 12.243 -0.004 0 0.003
Si 13.597 -0.003 12.23 -0.001 0.003 0.006
Si -0.006 2.721 12.229 0.004 0.002 0.001
Si 13.6 5.447 12.24 0.008 0.001 0.004
Si -0.002 8.163 12.244 0.001 -0.006 -0.001
Si 13.598 10.884 12.253 -0.005 0.005 0.006
Si -0.003 13.59 12.24 -0.002 0.001 0.002
Si 1.348 1.36 13.586 -0.009 0.006 -0.005
Si 4.081 4.083 13.606 0.003 0 0.01
Si 1.366 6.811 13.602 0.003 0.006 0.005
Si 4.087 9.517 13.592 0 -0.003 -0.003
Si 1.361 12.222 13.595 0.012 -0.004 0
Si 4.075 -1.371 13.593 -0.007 0 0
Si 6.807 1.362 13.6 0.008 -0.005 0.002
Si 9.523 4.095 13.598 -0.007 -0.004 0.007
Si 6.807 6.818 13.602 -0.001 0.004 0.001
Si 9.524 9.519 13.601 -0.001 -0.003 0.001
Si 6.804 12.239 13.598 -0.003 0 0.003
Si 9.517 -1.371 13.604 0.003 0.001 0.002
Si 12.233 1.362 13.581 0.003 0.008 0.001
Si -1.36 4.081 13.59 0.001 -0.013 -0.003
Si 12.249 6.815 13.604 -0.001 -0.01 0.002
Si -1.363 9.517 13.611 0.005 0.003 0.001
Si 12.235 12.244 13.616 -0.008 0.006 0.001
Si -1.372 -1.371 13.592 0.001 0.008 0.007
Si -0.014 -0.003 14.937 0.002 0 -0.002
Si 2.704 2.717 14.949 -0.001 -0.01 -0.003
Si -0.001 5.447 14.943 0 -0.008 -0.007
Si 2.73 8.171 14.965 0.004 -0.002 0.002
Si 0.009 10.864 14.967 0.003 -0.003 -0.003
Si 2.727 -2.747 14.952 0.006 0.005 0.002
Si 5.446 -0.016 14.943 -0.002 0.007 -0.003
Si 8.161 2.737 14.956 -0.001 0.001 0
Si 5.444 5.46 14.954 0.004 -0.002 -0.002
Si 8.171 8.172 14.975 -0.002 0.006 -0.001
Si 5.45 10.872 14.95 -0.004 -0.002 -0.006
Si 8.161 -2.734 14.974 -0.003 0.001 0.003
Si 10.885 -0.003 14.943 -0.008 0.011 -0.006
Si 13.587 2.724 14.937 -0.005 -0.001 -0.002
Si 10.885 5.462 14.957 0.008 0.008 -0.004
Si 13.596 8.172 14.988 -0.004 0.004 0.002
Si 10.87 10.879 14.969 -0.003 -0.005 -0.004
Si 13.597 -2.718 14.979 0.002 -0.006 0.003
O 8.616 -1.059 27.22 0.075 -0.349 0.101
O 10.41 2.679 25.137 -0.125 0.211 0.609
O 4.111 -3.266 28.144 -0.025 0.233 -0.576
O 2.705 0.037 22.061 0.103 0.127 0.308
O 0.825 9.097 22.948 -0.095 0.202 0.27
O 5.443 8.115 22.295 0.12 -0.162 0.502
O 9.98 6.939 23.152 0.535 0.013 0.096
O -2.288 5.262 32.534 -0.057 -0.156 -0.259
O 8.053 0.025 22.088 0.089 0.005 0.221
O 5.891 -3.078 29.994 0.289 -0.026 -0.482
O 4.364 -4.021 23.284 0.487 0.013 0.233
O 3.424 4.549 32.356 0.123 -0.293 -0.164
O 7.003 9.993 23.364 -0.222 0.359 0.032
O 11.957 9.197 23.092 -0.225 -0.132 -0.108
O 1.721 2.066 32.484 0.562 0.292 -0.017
O 8.891 -5.648 32.374 -0.195 0.249 0.059
O -0.234 -2.843 25.248 -0.026 0.35 0.625
O 2.886 -0.291 32.439 -0.206 -0.241 -0.451
O 8.201 5.396 22.072 0.092 0.071 0.225
O 8.652 -2.352 24.872 -0.088 0.076 -0.198
O 4.481 1.85 22.703 0.269 0.436 0.029
O 2.2 6.48 33.346 -0.049 -0.077 -0.423
O -0.726 7.021 23.158 0.02 -0.082 0.299
O 0.87 -1.542 23.145 -0.321 0.198 0.136
O 1.705 4.072 30.241 -0.013 -0.249 -0.048
O 6.569 4.994 31.121 -0.109 0.109 0.059
O 4.953 8.504 27.373 -0.547 0.345 0.067
O 0.464 0.192 31.317 0.035 -0.145 -0.053
O 5.05 9.083 33.295 0.007 0.028 -0.382
O 3.22 6.626 27.715 -0.192 -0.36 -0.309
O 6.433 -3.911 32.432 -0.018 -0.54 -0.092
O 5.706 -5.377 27.735 0.449 0.215 0.165
O 3.848 6.09 22.963 -0.188 -0.556 0.107
O 0.549 -5.958 28.336 0.032 0.316 -0.442
O 6.764 7.259 32.46 -0.007 0.093 -0.208
O -0.936 -4.002 23.145 0.184 0.332 0.128
O 10.466 -2.017 30.167 0.342 0.246 -0.698
O 3.531 -5.28 32.463 0.206 0.072 -0.18
O 10.478 8.919 33.343 -0.093 0.137 -0.391
O -2.726 10.888 22.079 -0.076 -0.188 0.041
O -0.371 3.589 33.246 0.101 0.114 -0.268
O 10.522 3.688 33.162 0.122 0.176 -0.258
O -1.969 -5.229 29.028 -0.257 -0.126 0.44
O -1.141 -6.116 32.395 0.332 0.425 -0.169
O -0.31 -1.981 33.388 0.062 0.105 -0.205
O 8.098 -2.384 31.267 -0.085 0.039 0.21
O 7.652 0.977 33.157 0.143 0.095 -0.14
O 6.04 -1.419 23.015 -0.313 -0.175 -0.113
O -3.095 6.207 30.264 -0.302 0.338 -0.451
O 9.578 -0.523 32.21 0.577 0.15 0.039
O 5.799 2.825 32.44 -0.339 0.188 -0.027
O 6.942 9.358 25.962 0.094 -0.414 -0.224
O -3.048 -4.611 33.288 -0.089 -0.046 -0.495
O 4.302 -1.069 29.677 0.128 0.096 0.234
O -3.833 -0.635 23.106 -0.211 -0.183 0.247
O 9.88 1.651 22.893 0.385 0.465 0.123
O -0.059 2.597 22.023 -0.087 0.067 0.402
O 0.022 8.444 25.33 0.251 0.039 0.61
O 2.346 -3.07 24.651 -0.197 -0.089 0.162
O 5.351 2.534 25.042 -0.112 0.06 0.477
O 9.414 7.542 28.129 0.246 0.108 -0.162
O 4.419 3.774 30.255 0.021 -0.381 -0.654
O 0.57 8.215 32.276 0.406 0.156 -0.381
O 1.415 -3.722 32.432 -0.115 0.179 -0.437
O -4.765 -3 32.266 -0.066 0.564 -0.188
O 0.819 1.234 27.122 0.048 0.029 0.042
O 7.402 1.159 27.919 -0.149 0.131 -0.288
O 8.263 5.191 27.627 0.211 -0.388 0.283
O 9.421 -4.27 23.175 -0.329 -0.271 0.009
O -3.894 1.129 27.035 -0.29 -0.166 -0.439
O -2.343 -0.009 25.253 0.103 -0.755 0.154
O 8.539 -0.29 29.773 -0.424 0.167 0.151
O 11.36 7.903 25.2 0.109 -0.385 0.181
O -4.345 6.963 32.483 -0.465 -0.075 -0.259
O -1.968 7.8 32.067 -0.175 0.025 0.359
O 4.183 7.016 25.351 0.22 0.279 -0.437
O 6.841 -0.566 25.367 -0.253 0.525 0.117
O 0.365 3.643 27.973 0.029 0.009 -0.195
O 11.327 3.24 28.035 -0.289 0.164 0.278
O 0.601 3.313 25.429 -0.454 0.406 -0.226
O 4.901 -2.37 25.19 0.029 -0.178 0.297
O -2.839 -3.643 24.992 -0.013 0.618 -0.044
O 3.977 -4.679 25.887 0.061 -0.363 -0.058
O -1.504 2.189 26.613 -0.156 0.371 -0.128
O -0.991 -5.412 25.462 0.149 0.054 0.084
O 1.395 -0.837 25.642 0.225 0.315 -0.17
O -1.497 9.123 27.385 -0.482 -0.358 -0.068
O 2.893 4.772 25.15 0.288 -0.125 0.621
O 1.684 4.055 23.093 0.182 0.275 -0.001
O 10.014 0.993 28.026 -0.13 0.071 -0.034
O 10.973 -2.559 22.154 -0.128 -0.171 0.251
O -1.839 1.432 30.615 0.274 0.421 -0.037
O -0.938 4.735 29.88 -0.052 0.234 0.505
O 6.695 2.542 30.045 0.338 -0.347 0.274
O 9.36 0.2 25.049 0.3 -0.161 -0.019
O -2.927 4.876 28.033 0.435 0.436 -0.322
O -4.3 10.466 25.434 -0.384 0.053 0.168
O -3.976 1.967 32.232 -0.096 -0.537 0.053
O 1.736 6.928 24.188 0.044 -0.091 -0.188
O 6.934 4.578 25.442 0.256 0.491 -0.307
O 3.344 -3.319 30.684 -0.172 0.245 -0.017
O 2.732 0.987 30.181 0.039 0.323 -0.188
O 8.055 7.002 30.257 0.089 -0.255 -0.257
O 4.907 -1.883 33.205 0.075 -0.067 -0.438
O 0.519 -1.258 28.093 0.373 -0.258 0.362
O 2.774 2.154 24.691 -0.365 -0.533 -0.016
O 4.431 0.081 24.612 -0.477 -0.184 0.174
O 2.619 10.811 22.152 -0.127 0.046 0.245
O -0.809 8.972 30.045 0.111 -0.381 -0.007
O 6.195 3.475 27.692 -0.298 -0.084 -0.055
O 11.707 4.052 23.193 -0.502 0.285 0.142
O 10.808 -3.621 25.412 -0.08 0.278 0.374
O 1.858 -5.497 30.509 -0.519 -0.086 -0.032
O 0.971 6.142 28.845 -0.449 0.387 -0.175
O 6.391 3.811 22.998 -0.613 -0.223 -0.039
O -3.849 4.059 25.735 0.359 0.131 -0.1
O 2.878 -0.15 27.744 0.365 -0.097 -0.241
O -2.665 5.482 22.236 -0.124 -0.058 0.179
O -1.799 -0.183 27.759 -0.021 0.171 0.25
O 2.17 8.478 29.327 -0.018 -0.093 0.168
O 3.131 -5.681 28.176 0.024 -0.154 0.02
O -4.299 1.295 29.687 -0.312 -0.324 0.249
O -3.802 -4.173 27.379 -0.477 -0.019 0.085
O 7.884 2.283 24.529 -0.059 -0.36 -0.099
O 7.814 -4.789 30.261 -0.191 -0.107 -0.528
O 3.184 6.2 30.286 0.24 0.317 0.373
O 9.138 6.628 25.655 -0.406 -0.432 -0.082
O -1.631 0.707 22.853 0.306 -0.33 0.246
O 4.857 1.313 28.59 -0.091 -0.002 -0.154
O 8.798 5.553 32.371 0.318 0.204 -0.188
O 9.101 9.001 24.485 0.065 0.02 -0.02
O -3.247 3.605 30.326 -0.148 0.218 0.022
O -1.96 -0.3 32.432 -0.773 0.14 -0.316
O -1.682 -2.813 28.12 0.412 -0.156 -0.353
O 10.933 5.625 27.276 0.104 0.408 0.102
O 7.226 8.931 28.582 -0.162 0.221 0.241
O -2.467 8.744 24.936 0.204 -0.653 -0.398
O -3.622 1.884 24.094 0.185 0.009 -0.147
O 8.38 -4.94 25.33 -0.264 0.029 0.581
O 10.478 -4.668 30.496 0.329 -0.181 -0.36
O -3.628 -3.394 29.871 0.169 0.077 0.306
O -1.293 -1.167 30.065 -0.389 -0.291 0.116
O 5.776 6.035 27.283 0.265 -0.03 0.242
O 9.305 9.339 30.082 0.514 -0.234 -0.178

Results
total energy: -101659.218 eV
total energy less fixed offsets of O -438.35, Si -107.03 eV per atom: -6.018 eV
